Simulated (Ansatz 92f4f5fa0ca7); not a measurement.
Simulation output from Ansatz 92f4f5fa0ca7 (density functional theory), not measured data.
Periodic cell of 422 atoms, Si266O156, from a study of silicon, its oxide and their interface. The atomic structure is a simulated model.
Doubt: the cutoff is far below the 930 eV that the study's wrapper takes by default for these files, so forces and energies are approximate.
This geometry differs little from another in the collection (a relaxation step or a small displacement).

Settings
functional: PBE
potential files: Ansatz PAW
basis: plane waves
wave-function cutoff: 580 eV
density cutoff ratio: 5
exchange-correlation grid ratio: 1
k mesh: 1 x 1 x 1, Gamma-centred
self-consistency stop: 5e-08 eV per atom in the density residual
occupations: fixed
spin: none
net charge: 0

Cell vectors (angstrom)
a	15.4687	0	0
b	0	12.8259	0
c	0	0	36.4065

Atoms and the computed forces on them: element, x, y, z (angstrom), force x, y, z (eV/angstrom)
Si	-0.021	1.17	33.714	0	-0.002	-0.006
Si	3.855	1.167	33.726	0.001	0	-0.008
Si	7.699	1.17	33.739	0	-0.001	-0.006
Si	11.602	1.17	33.739	-0.002	0	-0.004
Si	1.926	7.582	33.759	0.003	0	-0.003
Si	5.794	7.58	33.739	-0.003	0	-0.003
Si	9.662	7.581	33.757	0.002	0.002	-0.003
Si	13.524	7.583	33.738	-0.002	-0.001	-0.005
Si	1.934	5.247	34.14	0.113	-0.045	-0.031
Si	5.801	5.247	34.14	-0.047	-0.052	-0.204
Si	9.668	5.247	34.14	-0.084	0.043	0.078
Si	13.535	5.247	34.14	0.034	0.009	0.058
Si	0	11.66	34.14	0.011	0.077	-0.112
Si	3.867	11.66	34.14	0.068	-0.046	-0.2
Si	7.734	11.66	34.14	0.021	0.063	-0.077
Si	11.602	11.66	34.14	-0.049	0.121	-0.084
Si	0	4.664	35.376	0.001	-0.013	-0.013
Si	3.867	4.664	35.376	-0.016	0.018	0.007
Si	7.734	4.664	35.376	0.013	-0.013	-0.017
Si	11.602	4.664	35.376	0.004	-0.03	-0.019
Si	1.934	11.077	35.376	0.016	-0.016	-0.048
Si	5.801	11.077	35.376	-0.03	-0.033	-0.039
Si	9.668	11.077	35.376	0	-0.002	-0.017
Si	13.535	11.077	35.376	0.023	-0.04	-0.053
Si	0	2.332	35.789	-0.063	-0.007	-0.071
Si	3.867	2.332	35.789	-0.01	-0.022	-0.016
Si	7.734	2.332	35.789	-0.098	0.038	0.112
Si	11.602	2.332	35.789	0.068	0.038	0.099
Si	1.934	8.745	35.789	0.008	0.059	0.239
Si	5.801	8.745	35.789	-0.033	0.009	0.091
Si	9.668	8.745	35.789	-0.021	0.05	0.218
Si	13.535	8.745	35.789	-0.02	0.005	0.114
Si	1.934	1.749	0.619	0.027	-0.006	-0.037
Si	5.801	1.749	0.619	-0.032	0.02	0.009
Si	9.668	1.749	0.619	0.006	-0.026	-0.032
Si	13.535	1.749	0.619	0.006	0.024	0.002
Si	0	8.162	0.619	0.015	0.011	0.017
Si	3.867	8.162	0.619	0.017	0.028	0.018
Si	7.734	8.162	0.619	0.002	0.019	0.009
Si	11.602	8.162	0.619	-0.006	0.032	0.017
Si	0	5.83	1.031	0.004	-0.018	-0.012
Si	3.867	5.83	1.031	0.018	0.004	0.019
Si	7.734	5.83	1.031	-0.02	-0.003	0.012
Si	11.602	5.83	1.031	-0.008	0.024	0.03
Si	1.934	12.243	1.031	-0.004	-0.002	-0.007
Si	5.801	12.243	1.031	0.014	-0.007	-0.015
Si	9.668	12.243	1.031	0.007	0.005	0.019
Si	13.535	12.243	1.031	-0.02	0.026	0.027
Si	1.934	5.247	2.268	0.019	0.016	0.046
Si	5.801	5.247	2.268	-0.026	-0.001	0.055
Si	9.668	5.247	2.268	-0.063	-0.038	-0.034
Si	13.535	5.247	2.268	0.097	-0.043	-0.112
Si	0	11.66	2.268	0.139	-0.032	-0.101
Si	3.867	11.66	2.268	0.011	-0.011	0.029
Si	7.734	11.66	2.268	-0.085	-0.018	-0.152
Si	11.602	11.66	2.268	0.035	0.007	-0.059
Si	1.934	2.915	2.68	-0.034	-0.04	-0.007
Si	5.801	2.915	2.68	0.036	-0.033	-0.015
Si	9.668	2.915	2.68	-0.004	-0.015	0.01
Si	13.535	2.915	2.68	-0.003	-0.055	0.001
Si	0	9.328	2.68	-0.006	0.048	0.056
Si	3.867	9.328	2.68	-0.016	0.031	0.018
Si	7.734	9.328	2.68	0.005	0.005	0.046
Si	11.602	9.328	2.68	-0.001	0.015	0.04
Si	0.187	0.026	27.087	0.001	0.003	-0.01
Si	3.407	-0.069	27.09	-0.008	-0.002	-0.004
Si	8.008	-0.331	26.444	-0.002	-0.002	0.005
Si	11.054	0.063	26.309	-0.004	0.004	0
Si	1.782	6.793	27.078	0.004	0.009	-0.008
Si	6.276	6.451	26.549	0.003	0.018	0.017
Si	9.403	6.332	27.227	-0.002	0.004	0.003
Si	14.2	6.398	26.589	0.003	0.007	0.005
Si	1.928	3.724	27.396	-0.003	-0.022	-0.002
Si	5.855	3.65	27.335	-0.008	-0.001	0.007
Si	9.701	4.059	27.522	-0.003	-0.008	-0.002
Si	13.625	3.742	27.628	-0.016	-0.012	0.023
Si	0.002	10.534	27.473	-0.007	-0.009	-0.004
Si	3.923	10.49	27.457	-0.004	-0.006	0.005
Si	7.82	10.293	27.213	-0.001	-0.008	0.003
Si	11.664	10.085	27.422	0.006	-0.023	0.016
Si	0.091	3.447	28.876	0	0.004	-0.001
Si	3.895	3.37	28.657	-0.003	-0.005	0
Si	7.753	3.5	28.754	-0.006	0.002	-0.01
Si	11.61	3.697	28.858	0.01	0.003	-0.005
Si	1.952	9.927	28.72	0	-0.006	-0.011
Si	5.888	9.981	28.671	0.003	0.006	0.006
Si	9.662	9.903	28.684	0	-0.006	-0.002
Si	13.585	9.902	28.77	-0.001	0.004	-0.002
Si	-0.019	1.132	29.192	-0.003	0.014	-0.001
Si	3.842	1.08	29.157	0.003	0.005	0
Si	7.735	1.229	29.308	-0.001	-0.002	0.004
Si	11.484	1.369	29.25	0.005	-0.003	0.001
Si	1.9	7.636	29.251	-0.002	-0.003	0.008
Si	5.777	7.708	29.352	-0.005	-0.002	-0.006
Si	9.632	7.607	29.221	0.003	0.007	0.007
Si	13.55	7.64	29.398	-0.018	-0.013	-0.013
Si	1.916	0.559	30.431	0	0.005	-0.001
Si	5.773	0.553	30.422	0.009	-0.003	0.001
Si	9.652	0.631	30.534	0.002	-0.002	0.002
Si	13.469	0.592	30.353	-0.005	-0.003	-0.002
Si	0.025	7.005	30.532	0	-0.003	-0.001
Si	3.828	7.021	30.474	0.011	-0.005	0.004
Si	7.732	7.048	30.498	-0.005	0.004	-0.005
Si	11.556	7.075	30.508	0.002	-0.007	-0.009
Si	0.034	4.668	30.888	0.001	0.005	0.004
Si	3.864	4.642	30.727	0	0.005	-0.001
Si	7.721	4.699	30.811	0.003	0	0.01
Si	11.588	4.761	30.925	-0.001	0.01	0
Si	1.958	11.067	30.809	-0.001	0.002	0.002
Si	5.85	11.06	30.806	-0.006	0.002	-0.002
Si	9.68	11.092	30.775	-0.001	0.005	-0.001
Si	13.533	11.098	30.816	-0.001	0.007	-0.002
Si	1.975	4.075	32.072	0.001	-0.004	-0.005
Si	5.781	4.09	32.037	0	0.004	-0.004
Si	9.639	4.098	32.079	0.001	0.001	-0.001
Si	13.539	4.085	32.083	-0.004	0.003	-0.004
Si	0.01	10.512	32.057	-0.004	0.002	0.002
Si	3.891	10.483	32.051	0.005	0.003	0
Si	7.769	10.506	32.062	0.002	0.001	0.001
Si	11.598	10.521	32.056	0	0.003	-0.003
Si	1.922	1.741	32.485	0	0.001	-0.001
Si	5.775	1.754	32.471	0	0	0.001
Si	9.647	1.778	32.568	0.001	0.004	0.002
Si	13.508	1.742	32.449	0.002	-0.003	0.005
Si	0	8.194	32.548	0.005	0.005	0.006
Si	3.847	8.163	32.53	-0.003	-0.002	-0.001
Si	7.738	8.191	32.542	0.002	-0.001	0.005
Si	11.58	8.217	32.547	-0.003	-0.005	-0.001
Si	0	2.332	3.917	0.126	-0.071	-0.063
Si	3.867	2.332	3.917	-0.068	0.003	0.367
Si	7.734	2.332	3.917	-0.166	-0.036	-0.191
Si	11.602	2.332	3.917	0.047	-0.015	0.021
Si	1.934	8.745	3.917	0.137	0.017	-0.07
Si	5.801	8.745	3.917	-0.067	-0.009	0.123
Si	9.668	8.745	3.917	0	-0.139	-0.06
Si	13.535	8.745	3.917	-0.032	0.003	0.082
Si	1.946	6.42	4.334	-0.001	0.001	0.004
Si	5.785	6.421	4.332	-0.001	0.001	0.004
Si	9.662	6.415	4.323	-0.002	0.001	0.006
Si	13.561	6.416	4.311	0.001	0	0.004
Si	0.045	12.819	4.321	0.007	0.002	-0.001
Si	3.883	12.81	4.348	0	-0.002	0.002
Si	7.717	12.818	4.313	-0.004	-0.001	0
Si	11.612	12.814	4.331	0.004	0	0.001
Si	0.02	5.839	5.569	0	-0.004	-0.003
Si	3.861	5.84	5.596	0	-0.001	0.001
Si	7.714	5.861	5.574	0.002	0	-0.001
Si	11.625	5.837	5.51	0.001	0.003	0.003
Si	1.962	12.222	5.605	-0.001	0	0.001
Si	5.819	12.189	5.584	0.001	0	0.003
Si	9.642	12.177	5.493	-0.001	-0.001	0
Si	13.584	12.204	5.511	-0.004	0.001	-0.006
Si	0.029	3.528	5.948	0.001	0.002	0.003
Si	3.831	3.498	6.035	-0.003	0.003	-0.005
Si	7.674	3.54	5.927	-0.006	0.004	-0.004
Si	11.612	3.49	5.985	0.005	0.007	-0.003
Si	1.957	9.867	5.994	0.001	0	-0.002
Si	5.817	9.852	6.029	-0.001	-0.003	-0.001
Si	9.643	9.868	5.986	-0.002	-0.002	-0.001
Si	13.536	9.894	6.004	-0.006	-0.006	-0.003
Si	1.87	2.95	7.306	0.002	-0.002	0
Si	5.801	2.885	7.209	0.005	-0.004	-0.003
Si	9.589	2.878	7.07	0.003	0	0.006
Si	13.612	2.898	7.168	0.001	-0.002	0.003
Si	0.019	9.22	7.189	-0.001	-0.004	0.002
Si	3.87	9.338	7.301	0.001	-0.002	0
Si	7.755	9.236	7.288	-0.003	0	-0.001
Si	11.566	9.445	7.283	0.003	-0.005	0
Si	-0.031	6.905	7.686	-0.001	-0.001	-0.001
Si	3.854	6.954	7.698	0.003	0.003	0
Si	7.747	6.874	7.728	0	0.003	-0.004
Si	11.626	7.034	7.532	0	0.004	-0.006
Si	1.974	13.443	7.662	-0.001	0.001	-0.003
Si	5.86	13.4	7.615	-0.007	0.002	-0.002
Si	9.624	13.409	7.467	0.001	0	0.003
Si	13.696	13.387	7.526	0.007	0.003	0.007
Si	1.909	6.378	8.956	0.002	-0.003	-0.001
Si	5.77	6.22	8.921	-0.004	-0.005	-0.009
Si	9.808	6.158	8.706	-0.001	-0.012	-0.005
Si	13.43	6.302	8.844	0	-0.003	0.005
Si	0.104	12.64	8.854	-0.006	0.001	-0.002
Si	3.94	13.056	8.926	0.004	-0.008	-0.002
Si	7.787	12.851	8.875	0.004	-0.003	-0.003
Si	11.645	13.21	8.611	-0.005	0	0.004
Si	-0.324	3.841	10.793	0.002	0.006	0.003
Si	5.883	3.88	9.352	0.002	0.002	0.008
Si	9.726	3.795	9.21	-0.003	0	0.001
Si	13.361	3.905	9.291	0.001	-0.002	-0.004
Si	0.171	10.305	9.255	0.012	0.002	0.003
Si	3.798	10.653	9.325	0.001	0.012	-0.003
Si	7.654	10.563	9.247	-0.002	-0.002	0.006
Si	11.698	10.908	9.238	0.006	0.004	-0.004
Si	1.657	4.075	9.439	-0.002	-0.002	-0.001
Si	4.249	2.887	10.756	0.004	-0.015	0
Si	7.836	3.311	10.56	-0.005	0.002	0.005
Si	11.574	2.447	9.899	0	0	-0.007
Si	2.061	9.796	10.681	-0.004	0.002	0.008
Si	5.737	10.172	10.496	0.009	-0.008	-0.006
Si	9.17	10.085	10.942	-0.004	0.015	-0.016
Si	13.568	10.017	10.263	-0.004	0.017	0.002
Si	0.135	1.02	11.9	0.002	-0.007	-0.017
Si	4.094	3.275	13.956	-0.003	0.002	-0.004
Si	8.01	1.037	11.046	-0.013	0.008	0.003
Si	11.078	1.268	11.849	0	-0.01	-0.01
Si	2.339	7.427	11.072	0	0.003	-0.003
Si	5.497	7.094	11.071	0.004	0.007	0.009
Si	10.056	7.096	10.794	0.006	0.004	0.003
Si	13.12	7.722	10.722	-0.004	-0.005	0.005
O	11.605	7.344	11.286	0.001	0	0.002
O	3.889	6.943	11.498	0.004	-0.002	0.002
O	0.251	6.954	26.502	-0.009	-0.025	-0.015
O	7.899	6.63	26.573	0.009	0.002	-0.019
O	9.504	-0.054	25.787	-0.005	0.006	-0.015
O	1.806	0.151	26.731	0.007	0.005	-0.003
O	9.534	13.516	11.63	0.009	-0.002	0.007
O	1.68	13.949	12.412	-0.003	0.002	0.007
O	4.182	13.009	12.707	0.002	0.002	0.008
O	1.307	6.999	12.308	0.002	0	0.006
O	7.767	3.986	12.093	0	-0.002	-0.003
O	6.855	13.501	12.19	0.006	0.002	0.004
O	14.651	12.961	12.898	0.006	0.006	0.007
O	9.323	5.999	11.735	0.001	-0.004	0.004
O	2.029	10.647	12.126	-0.003	-0.007	-0.008
O	5.793	11.16	11.791	0.002	0.003	0.004
O	-0.431	2.542	11.798	-0.001	0.002	0.003
O	15.026	5.083	11.866	0.001	-0.01	0
O	8.814	10.6	12.471	0	0.001	0.005
O	3.303	1.893	14.426	0.002	-0.001	0.004
O	11.084	2.427	12.998	-0.001	-0.001	0.006
O	13.724	10.814	11.7	0.002	-0.012	-0.008
O	12.033	12.83	12.334	-0.004	0.003	0.004
O	6.565	6.339	12.08	-0.003	-0.001	0.001
O	13.3	2.376	26.796	0.003	0.001	-0.019
O	9.927	3.411	25.992	0.001	-0.003	0.007
O	14.07	17.614	26.423	-0.011	0.01	0
O	7.937	9.251	25.902	0	-0.001	0.002
O	5.502	7.435	25.499	0.004	-0.004	-0.011
O	6.842	0.123	25.38	0.006	0.002	-0.011
O	13.301	7.053	25.424	0.021	-0.006	0.002
O	4.224	9.765	25.973	0	0.011	0.001
O	14.698	0.519	25.789	0.003	-0.002	-0.003
O	4.2	0.48	25.75	-0.006	-0.002	-0.004
O	2.831	7.606	26.148	-0.002	0.001	-0.003
O	1.596	2.882	26.008	0.002	0.004	0.012
O	10.634	6.607	26.163	0.004	-0.006	0
O	12.006	0.807	25.205	-0.002	0.005	-0.009
O	5.894	4.897	26.24	-0.005	-0.018	-0.008
O	0.02	9.796	25.976	0.002	0.001	0.006
Si	1.079	9.279	18.113	-0.002	0.004	-0.001
Si	8.521	1.641	22.426	0.002	-0.001	0.012
Si	13.498	11.225	22.711	-0.004	-0.003	0.013
Si	5.599	1.184	25.289	-0.001	0.006	0.017
Si	0.612	0.007	23.226	0	-0.001	0.011
Si	8.024	7.163	14.842	-0.005	0.001	-0.005
Si	11.868	4.655	16.312	0	0.002	-0.006
Si	10.567	10.32	22.741	-0.003	0.007	0.019
Si	12.495	0.404	16.268	0.001	-0.001	-0.001
Si	7.805	11.46	22.376	-0.002	0.002	0.014
Si	3.202	8.905	20.263	0.001	0.004	0.004
Si	14.919	12.077	17.762	0.004	-0.001	-0.004
Si	0.226	10.089	24.389	-0.004	0.005	0.011
Si	12.7	11.404	19.867	0.001	0.002	0.006
Si	-0.239	6.508	12.621	-0.001	0	-0.015
Si	14.781	5.546	15.59	-0.002	-0.004	-0.002
Si	11.032	2.407	14.607	-0.003	0	-0.003
Si	2.811	0.64	13.483	-0.003	-0.006	-0.011
Si	11.073	9.631	17.76	-0.003	-0.001	-0.001
Si	8.605	6.243	23.025	-0.004	0.002	0.012
Si	5.16	10.875	15.08	-0.002	-0.005	-0.007
Si	6.135	3.453	16.433	0.004	-0.002	-0.003
Si	1.663	2.897	24.367	0.004	0.001	0.008
Si	8.811	1.705	16.472	0.001	-0.002	-0.004
Si	2.288	8.188	15.348	0	0.001	-0.009
Si	2.945	0.504	21.226	0.002	-0.003	0.006
Si	3.426	3.417	17.675	0.001	-0.002	0.001
Si	1.649	4.208	19.74	-0.002	-0.005	0.001
Si	11.256	1.246	20.916	0	-0.002	0.006
Si	5.139	11.299	20.692	-0.004	0.002	0.007
Si	13.358	11.949	12.78	-0.008	0.004	-0.01
Si	0.962	5.273	22.628	0.002	0.002	0.01
Si	7.271	5.473	18.595	0.001	0.002	0.001
Si	15.221	6.457	18.62	0.003	0.003	0
Si	11.874	10.645	15.112	-0.004	0	-0.003
Si	8.31	9.219	24.311	0.005	0.003	0.01
Si	2.105	5.026	15.357	-0.001	0	-0.007
Si	1.578	1.474	18.664	-0.003	0.001	-0.001
Si	2.266	7.993	23.073	-0.002	-0.004	0.016
Si	9.128	9.994	13.964	0.007	0	-0.006
Si	5.238	7.978	15.513	-0.002	0.001	-0.007
Si	9.806	6.792	17.447	0.003	-0.001	-0.002
Si	4.092	8.26	25.357	-0.005	0.001	0.005
Si	2.373	10.658	13.722	0.003	-0.002	-0.012
Si	5.687	10.908	17.872	0.002	-0.002	-0.001
Si	4.379	2.716	22.894	-0.004	0.005	0.01
Si	8.615	11.397	16.722	-0.003	0.002	0.002
Si	11.203	7.473	22.29	0.003	0	0.004
Si	11.751	7.551	25.447	-0.016	0.018	0.014
Si	13.693	5.715	21.325	0.001	0.002	0.004
Si	6.785	4.155	21.469	0	0.003	0.009
Si	12.64	3.101	22.933	0	-0.002	0.008
Si	7.956	5.55	12.486	-0.001	0.001	-0.002
Si	13.453	1.556	25.412	0.006	0.005	0.009
Si	9.859	3.682	24.379	-0.005	0.004	0.012
Si	11.22	2.406	18.152	0	0	-0.004
Si	5.721	12.455	12.742	0.001	-0.008	-0.006
Si	5.214	7.803	18.473	0.004	0.002	0.001
O	3.005	4.61	16.645	-0.002	0.004	0.001
O	13.305	4.877	15.596	-0.001	-0.001	0.002
O	1.804	6.636	15.305	0.001	0	0.009
O	0.193	10.6	17.641	0	-0.001	0.001
O	2.46	2.118	17.447	0.001	0.001	0.002
O	9.362	11.109	21.936	-0.001	-0.001	-0.008
O	4.792	7.393	16.965	0	-0.001	0
O	0.743	4.107	23.75	0	-0.003	-0.004
O	12.381	1.612	15.159	-0.002	0.004	0
O	13.903	12.053	19.013	-0.002	0.002	0.001
O	7.603	2.752	21.661	0.001	-0.002	-0.008
O	7.752	0.231	22.761	-0.001	0	-0.008
O	12.062	9.637	16.413	0.001	0.001	-0.001
O	5.61	9.368	18.39	0	0.002	0.001
O	13.459	10.739	21.154	0	0	-0.002
O	10.755	9.956	14.15	-0.008	-0.003	0.003
O	11.435	12.079	15.776	0.001	0	0.006
O	6.4	7.025	14.945	0.002	-0.001	0.004
O	10.511	8.125	18.111	0	0	0
O	12.481	6.769	21.584	-0.005	0.004	-0.002
O	3.225	3.239	23.947	-0.005	0.003	-0.006
O	3.478	1.933	21.785	0.002	0.005	-0.003
O	2.171	9.708	19.264	0.002	-0.002	0
O	1.94	6.408	23.26	-0.001	0.001	-0.011
O	6.908	4.476	19.853	0	0	-0.002
O	11.343	3.768	23.687	-0.004	0.003	-0.008
O	11.697	12.596	20.378	-0.002	0.002	-0.001
O	1.606	9.37	14.405	-0.001	0.004	0.007
O	11.284	2.391	19.759	0	-0.001	0
O	11.879	11.261	23.118	0.001	0.003	-0.014
O	1.64	4.566	21.318	-0.002	0.003	0.003
O	2.967	4.483	14.066	0.002	-0.001	0.006
O	5.279	3.857	22.105	-0.002	-0.002	-0.009
O	4.37	9.871	20.849	0	-0.001	-0.006
O	11.905	10.255	19.021	-0.002	-0.004	-0.004
O	14.806	6.324	17.039	0	0	-0.001
O	14.46	12.597	22.846	0.002	0.004	-0.006
O	8.766	7.254	16.277	-0.003	0.001	0
O	9.053	2.392	23.777	0.001	0.002	-0.007
O	1.04	1.459	23.867	0	0.006	-0.002
O	8.497	8.488	14.013	0.003	0.003	0
O	11.395	7.543	23.888	-0.006	-0.006	-0.01
O	9.857	9.761	24.12	-0.001	0.001	-0.009
O	0.976	11.541	24.179	0.002	-0.002	-0.006
O	1.572	-0.078	21.903	-0.003	-0.001	-0.003
O	3.71	8.316	23.774	0.001	0.002	-0.008
O	9.671	2.52	17.613	0.001	0.001	0.001
O	6.043	12.014	14.301	0	0.006	-0.003
O	9.107	5.118	24.115	0.001	-0.004	-0.006
O	13.245	4.208	21.863	-0.002	-0.004	-0.008
O	6.796	4.789	17.158	0	-0.001	0.002
O	3.188	4.001	19.194	0.001	0.001	-0.005
O	16.026	4.457	15.478	0.003	-0.001	0.003
O	3.81	8.011	14.755	0.001	0	0.006
O	8.133	7.677	23.722	-0.001	0.002	-0.006
O	5.222	11.809	19.138	0	0	-0.001
O	6.464	6.865	18.905	0.002	-0.002	-0.001
O	14.077	5.962	19.722	-0.002	-0.001	0
O	1.013	5.453	18.894	0	0.001	-0.002
O	5.93	9.461	15.384	-0.001	0.003	0.003
O	10.98	3.931	15.157	-0.001	-0.002	0.003
O	9.771	10.567	17.495	-0.002	0.001	-0.001
O	16.35	2.758	19.464	0.001	0.002	0
O	5.392	3.602	14.945	-0.004	-0.002	0.001
O	7.227	11.082	17.468	0.001	0.003	-0.001
O	2.329	8.309	21.486	0.001	0	-0.006
O	0.522	0.44	18.016	0.001	0.002	0.001
O	2.59	0.66	19.65	0.001	-0.001	0.003
O	8.764	12.99	16.935	0.001	-0.002	0.003
O	11.065	5.978	16.803	0.001	-0.001	0.003
O	7.387	5.494	22.223	0.002	0.003	-0.01
O	13.99	-0.263	16.475	-0.003	0.001	0.001
O	11.029	9.035	21.816	0	0.001	-0.009
O	7.324	2.344	16.3	-0.005	0.002	0.004
O	14.229	10.108	23.651	0.005	-0.003	-0.005
O	13.141	11.074	14.161	0.006	0	0
O	1.982	8.723	16.86	0.002	-0.002	-0.002
O	3.944	7.657	19.488	-0.002	0.001	0
O	12.066	3.688	17.617	0	0.002	0
O	8.881	5.886	18.481	0	0	-0.002
O	8.551	10.956	15.147	0	-0.003	-0.001
O	8.344	5.771	14.055	-0.002	-0.006	-0.005
O	13.666	2.535	24.107	0.002	-0.007	0
O	15.039	6.026	22.208	0.004	0.003	-0.005
O	9.838	6.606	21.994	-0.001	0.001	-0.01
O	0.152	8.058	18.744	0	0.001	0
O	11.926	1.013	17.665	0.001	-0.002	0
O	12.25	1.764	22.09	0.004	0.006	-0.004
O	6.675	11.216	21.229	0.005	0.001	-0.003
O	7.401	10.37	23.556	-0.003	-0.002	-0.011
O	5.403	1.768	23.773	0.004	-0.005	-0.006
O	4.212	-0.477	21.507	-0.003	0.003	-0.006
O	14.854	6.45	14.211	0.002	0.004	-0.002
O	1.1	8.89	23.754	-0.003	0.002	-0.006
O	4.968	2.957	17.466	0	0	0.001
O	3.957	10.506	14.058	-0.002	0.002	0.01
O	9.737	1.19	21.456	-0.001	0.003	-0.005
O	2.095	-0.631	14.272	0.001	0.001	0.005
O	4.732	11.348	16.595	0	-0.001	-0.002
O	9.623	1.717	15.055	0.005	0.002	0
O	7.836	13.314	27.834	0	0.006	-0.006
O	0.091	0.437	10.386	-0.003	0.002	0.006
O	13.494	6.695	28.028	0.026	0.029	0.009
O	4.561	15.9	12.383	0.005	-0.003	-0.007
O	2.815	3.63	10.537	-0.01	0.007	-0.005
O	2.221	5.247	26.881	0.007	0.007	-0.005
O	11.755	11.448	26.525	0.003	-0.008	-0.019
O	4.108	1.314	10.214	0.003	0.009	0.007
O	14.179	7.568	11.974	-0.005	0	0.001
O	-4.407	0.788	27.756	0.003	0.01	0.024
O	-4.83	10.641	10.493	0.008	-0.003	0.009
O	5.954	2.35	26.352	-0.001	0.001	-0.011
O	9.196	8.459	10.989	-0.006	-0.011	0.009
O	5.648	6.716	28.025	-0.005	0	0.008
O	11.713	-3.881	26.252	-0.001	-0.007	-0.01
O	5.849	8.68	11.171	-0.001	0.004	-0.001

Results
free energy: -257822.664 eV
free energy less fixed offsets of O -568.88, Si -635.61 eV per atom: -5.124 eV

The program warned: the cutoff lies below the one the program advises for these potential files; the exchange-correlation potential is rough where the density is thin.
